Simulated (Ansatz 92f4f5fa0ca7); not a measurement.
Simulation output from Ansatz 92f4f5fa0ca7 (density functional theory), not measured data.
Periodic cell of 276 atoms, Si168O108, from a study of silicon, its oxide and their interface. The atomic structure is a simulated model.
Doubt: the cutoff is far below the 930 eV that the study's wrapper takes by default for these files, so forces and energies are approximate.
This geometry differs little from another in the collection (a relaxation step or a small displacement).

Settings: functional PBE; potential files Ansatz PAW; basis plane waves; wave-function cutoff 580 eV; density cutoff ratio 5; exchange-correlation grid ratio 1; k mesh 1 x 1 x 1, Gamma-centred; self-consistency stop 5e-08 eV per atom in the density residual; occupations fixed; spin none; net charge 0.

Cell vectors (angstrom)
a 11.6015 0 0
b 0 13.3963 0
c 0 0 30.8548

Atoms and the computed forces on them: element, x, y, z (angstrom), force x, y, z (eV/angstrom)
Si 0.0531 -0.0908 24.0955 0.0047 0.0048 0.0304
Si 3.8588 0.008 24.1872 0.0333 -0.0046 0.0372
Si 7.7231 0.0521 24.0267 -0.0001 -0.0042 0.031
Si 1.9195 3.4172 24.1259 0.0139 0.0005 0.0266
Si 6.0119 3.3847 24.1859 0.014 -0.0051 0.0098
Si 9.6372 3.3516 24.2614 0.01 0.0057 0.0153
Si -0.1051 6.6829 24.1503 -0.0014 0.0029 0.0205
Si 3.7603 6.6736 24.2102 -0.0005 0.0067 0.0119
Si 7.7184 6.7801 24.153 0.0025 -0.0108 0.0137
Si 2.0005 10.0127 24.1486 -0.0042 -0.0012 0.0172
Si 5.772 10.0637 24.1687 0.0115 0.0262 0.0427
Si 9.6503 10.0564 23.9808 -0.0028 0.001 0.0228
Si 0.0256 2.1893 24.8408 0.0005 -0.0047 -0.015
Si 3.9342 2.3002 24.7833 -0.0138 -0.0002 -0.0146
Si 7.7819 2.1754 25.1064 -0.0049 -0.0122 -0.0017
Si 1.8426 5.5986 25.0115 -0.001 -0.0051 -0.0176
Si 5.78 5.62 24.8906 -0.0095 0.006 -0.0168
Si 9.604 5.5967 25.0066 -0.0012 0.0007 -0.0074
Si -0.0171 8.9496 24.8262 0.0121 -0.0014 -0.0176
Si 3.8839 8.902 24.9948 0.0061 -0.0099 -0.0154
Si 7.7451 8.9925 24.9192 -0.002 0.0014 -0.0178
Si 1.957 12.2455 24.9831 -0.0179 0.0056 -0.0144
Si 5.8205 12.3103 24.9134 -0.0106 -0.0024 -0.01
Si 9.6472 12.2807 24.8058 -0.0068 0.007 -0.0184
Si 0.0077 2.2058 27.243 0.0088 -0.0018 0.0209
Si 3.8883 2.2563 27.2103 0.0024 0.0103 0.021
Si 7.753 2.1925 27.4218 0.0002 -0.0028 0.0134
Si 1.8945 5.5783 27.3529 -0.0095 -0.0025 0.0155
Si 5.7874 5.5868 27.2752 0.0006 -0.0032 0.0216
Si 9.645 5.5882 27.3519 -0.0074 -0.0012 0.0121
Si -0.0069 8.9376 27.2333 -0.0043 0.0032 0.02
Si 3.8741 8.9107 27.3432 0.0019 0.0004 0.0195
Si 7.7414 8.9489 27.2938 0.0036 0.0045 0.0163
Si 1.9393 12.2633 27.333 0.0055 -0.0028 0.0123
Si 5.8128 12.2833 27.2907 0.0023 0.0062 0.0066
Si 9.6596 12.2653 27.2242 -0.0015 -0.0003 0.0168
Si 1.9583 1.1251 28.063 -0.0106 0.0036 -0.0134
Si 5.7808 1.1113 28.0996 0.0075 -0.0063 -0.0119
Si 9.7038 1.0787 28.0984 -0.0061 0.0023 -0.0172
Si -0.0261 4.4337 28.097 0.0082 0.0045 -0.0137
Si 3.8569 4.4664 28.082 0.0036 -0.0038 -0.0149
Si 7.7122 4.4626 28.1026 0.0064 0.004 -0.0158
Si 1.9113 7.8215 28.0936 0.0034 -0.0063 -0.0123
Si 5.8196 7.8064 28.0966 -0.0061 -0.0052 -0.0157
Si 9.6735 7.8339 28.091 0.0011 -0.0052 -0.0139
Si -0.0151 11.1551 28.0747 0.0017 -0.0003 -0.0144
Si 3.8826 11.1534 28.0967 -0.0026 0.0061 -0.01
Si 7.7401 11.1728 28.0891 -0.0038 0.0026 -0.0085
Si 1.9336 1.1164 30.4598 0.0609 0.0664 -0.1381
Si 5.8008 1.1164 30.4598 -0.1566 -0.02 0.071
Si 9.6679 1.1164 30.4598 0.1359 -0.1422 0.0722
Si 0 4.4654 30.4598 -0.0546 -0.1298 0.0025
Si 3.8672 4.4654 30.4598 0.0247 -0.059 -0.0886
Si 7.7343 4.4654 30.4598 -0.0815 0.0081 0.1076
Si 1.9336 7.8145 30.4598 -0.0784 0.0465 0.0448
Si 5.8008 7.8145 30.4598 0.0584 -0.0086 0.0364
Si 9.6679 7.8145 30.4598 0.0211 0.0567 0.014
Si 0 11.1635 30.4598 -0.079 -0.0263 -0.0964
Si 3.8672 11.1635 30.4598 0.059 0.0099 0.0234
Si 7.7343 11.1635 30.4598 0.0662 0.0208 -0.0418
Si 0 0 0.3944 -0.0637 -0.0185 0.0222
Si 3.8672 0 0.3944 0.0834 -0.0258 -0.0433
Si 7.7343 0 0.3944 0.0705 -0.0691 0.0745
Si 1.9336 3.3491 0.3944 -0.0237 0.0264 -0.0041
Si 5.8008 3.3491 0.3944 -0.01 0.0427 -0.1722
Si 9.6679 3.3491 0.3944 0.0832 0.1108 0.0783
Si 0 6.6981 0.3944 -0.0508 -0.0308 0.138
Si 3.8672 6.6981 0.3944 -0.0152 0.0118 -0.1782
Si 7.7343 6.6981 0.3944 0.0826 0.0499 0.1202
Si 1.9336 10.0472 0.3944 0.0148 0.0243 -0.0339
Si 5.8008 10.0472 0.3944 -0.0079 -0.0551 0.0104
Si 9.6679 10.0472 0.3944 -0.1092 0.0761 0.1457
Si 0.0109 -0.0082 2.7651 -0.0016 0.0078 0.0105
Si 3.8995 -0.0099 2.7513 -0.0152 0.0049 0.0124
Si 7.7575 -0.0074 2.7808 -0.0005 0.0002 0.0098
Si 1.9339 3.35 2.7621 0.0052 0.0018 0.0089
Si 5.7973 3.3618 2.7365 0.0005 0.0015 0.0077
Si 9.6795 3.3629 2.7768 -0.0029 0.0014 0.0101
Si -0.0093 6.6891 2.787 0.0014 0.0021 0.0101
Si 3.8625 6.703 2.7456 -0.0019 0.0034 0.0118
Si 7.7606 6.7079 2.7781 -0.0042 0.0022 0.0108
Si 1.9258 10.0644 2.7614 -0.0027 -0.0052 0.0091
Si 5.7943 10.023 2.765 0.0068 0.0088 0.002
Si 9.6355 10.0677 2.7778 0.0057 -0.0011 0.0093
Si 0.0108 2.2157 3.5603 -0.0008 -0.0048 -0.0146
Si 3.8778 2.2276 3.5099 -0.0013 0.0013 -0.0093
Si 7.7272 2.2508 3.5042 -0.0063 0.002 -0.0126
Si 1.9494 5.5853 3.563 -0.0025 -0.0021 -0.015
Si 5.8071 5.5987 3.5029 0.0016 -0.0064 -0.0164
Si 9.6642 5.5793 3.657 0.0049 -0.003 -0.0209
Si -0.0244 8.9508 3.5143 -0.0039 0 -0.0165
Si 3.8437 8.9224 3.5514 -0.0033 -0.0015 -0.014
Si 7.716 8.9312 3.6182 0 0.0039 -0.0138
Si 1.9605 12.3041 3.543 0.0115 0.0035 -0.0176
Si 5.8258 12.2458 3.5538 0.0098 -0.0164 -0.0124
Si 9.694 12.2857 3.6379 -0.0031 -0.0032 -0.0182
Si 0.0288 2.1877 5.9357 0.0032 0.0042 0.0069
Si 3.9073 2.2112 5.86 0.0059 -0.0045 0.0171
Si 7.6992 2.2577 5.8457 0.0114 0.0074 0.0064
Si 1.9766 5.5752 5.9365 0.0081 0.0082 0.0073
Si 5.7969 5.59 5.8497 -0.0011 0.0099 0.0143
Si 9.6552 5.551 6.0848 0.0072 0.0121 0.0107
Si -0.058 8.9725 5.862 -0.002 -0.0018 0.014
Si 3.7985 8.8878 5.9246 0.0009 -0.0099 0.016
Si 7.6789 8.9151 6.0234 0.0008 -0.0025 0.0162
Si 2.0052 12.3219 5.9013 -0.0059 0.0014 0.0128
Si 5.8492 12.1909 5.9266 -0.0002 0.009 0.0052
Si 9.7309 12.2905 6.0593 -0.0028 0.0039 0.0158
Si 2.0188 1.145 6.7563 -0.0024 -0.0024 -0.0284
Si 5.8352 1.0373 6.6075 -0.0357 -0.0137 -0.0658
Si 9.6075 1.1959 6.6798 -0.011 -0.0055 -0.0216
Si 0.0738 4.4175 6.6679 -0.0132 -0.0106 -0.0069
Si 3.9389 4.4177 6.6786 -0.0031 -0.003 -0.0217
Si 7.6289 4.448 6.7647 0.0053 -0.0151 -0.0142
Si 1.7999 7.8219 6.6859 -0.0004 0.007 -0.0256
Si 5.7072 7.7635 6.7483 0.0039 0.0102 -0.0205
Si 9.6563 7.8456 6.7486 -0.0082 -0.004 -0.0307
Si 0.1467 11.1762 6.7455 0.001 -0.0047 -0.0195
Si 3.8691 11.1068 6.6809 0.0076 0.0052 -0.0235
Si 7.7977 11.1487 6.831 0 -0.0055 -0.0322
O 4.171 4.2566 8.3287 -0.0036 0.0071 0.0163
O 5.5523 7.5689 8.4051 -0.0108 0.0021 0.0253
O 9.3179 1.523 8.3093 0.0026 0.0017 0.0207
O 9.7798 8.0588 8.4028 -0.0049 0.0011 0.0378
O 2.2469 1.2186 8.4112 0.0089 0.0109 0.0488
O 5.9681 0.9022 8.2504 0.0259 0.0065 0.0474
O 1.4549 7.9322 8.3245 0 -0.0063 0.024
O 0.5297 11.144 8.3878 0.0024 0.006 0.0206
O 3.7119 10.9999 8.3376 -0.0019 -0.0035 0.0196
O 0.3902 4.2863 8.3058 0.004 0.0004 0.0116
O 7.2536 4.4253 8.4157 0.0009 0.005 0.0194
O 7.7972 11.2204 8.5085 0.0078 0.0006 0.0394
O 6.6094 3.4151 22.6139 0.0123 0.0011 -0.0154
O 2.2572 9.936 22.5032 -0.0025 -0.0051 -0.0266
O 7.6939 0.1418 22.3456 -0.0036 0.0031 -0.0345
O 11.248 6.5534 22.5068 0.0047 0.0016 -0.0257
O 7.8186 6.947 22.4862 -0.0019 0.0053 -0.015
O 0.261 13.0691 22.4609 -0.0026 -0.0052 -0.0318
O 9.6162 9.9853 22.2967 -0.0049 0.0087 -0.0359
O 3.4485 6.6366 22.5647 0.0035 -0.0005 -0.018
O 5.6696 10.0234 22.5114 -0.0025 -0.0147 -0.043
O 9.3578 3.4017 22.6117 -0.0093 0.0006 -0.0146
O 1.7418 3.5778 22.485 -0.0001 0.001 -0.0315
O 3.7655 -0.1106 22.5367 -0.0201 0.0063 -0.0265
Si 8.9407 10.074 18.0515 -0.0024 0.0051 -0.0042
Si 4.4291 10.9628 9.7944 0.0008 0.0049 0.001
Si 9.1829 10.7177 20.8889 0.0003 -0.005 0.0161
Si 5.084 8.1676 9.849 0.0005 -0.0049 -0.0057
Si 2.7047 1.7032 9.9015 0.018 -0.018 0.0053
Si 7.2149 6.2448 21.1425 0.0045 -0.0149 0.0111
Si 10.4052 6.6184 18.2992 0.0011 0.0016 0.0036
Si 3.0876 10.8052 12.5506 -0.0008 -0.0026 0.0019
Si 10.0582 6.1308 14.1992 -0.0017 0.0001 0.0017
Si 9.7262 1.5115 16.252 -0.0034 0.0028 -0.0042
Si 5.5419 0.5426 9.7645 -0.0558 0.0174 0.0107
Si 1.6454 9.6965 21.0075 -0.0005 0.0034 0.0069
Si 11.0936 4.1471 9.6503 0.0021 -0.0101 -0.0098
Si 7.2457 0.8147 20.9017 0.0055 0.013 0.0143
Si 3.2471 6.4268 14.494 0.0021 -0.0027 -0.0098
Si 7.9904 3.494 21.7179 0.0013 -0.0064 0.0018
Si 10.2207 1.2384 9.6384 0.0043 0.0101 -0.0019
Si 13.5814 3.6477 15.322 0.0048 0.0003 0.0009
Si 8.1316 5.0255 9.6563 -0.0065 0.008 -0.0033
Si -0.5457 4.3102 16.6589 -0.0015 0.0046 -0.0018
Si 1.4126 13.0874 11.9905 -0.0023 0.002 0.0042
Si 7.3978 1.5421 14.0868 -0.0012 0.004 0.0014
Si 8.4704 10.8531 9.9604 0.0004 -0.0032 -0.0036
Si 5.0514 6.0436 11.9802 0.0019 0 0.0044
Si 7.9788 0.0621 11.461 0.0109 -0.006 0.0177
Si 11.6012 12.4649 20.9669 0.0053 -0.005 0.0101
Si 9.033 7.8628 9.8414 -0.0001 0.0063 -0.0116
Si 4.0417 8.7046 19.4172 -0.0011 0.0017 -0.0024
Si 7.5863 4.5167 12.7362 -0.0008 -0.0021 0.0041
Si 0.6691 1.0669 14.5674 0.0017 -0.0034 0.0003
Si 4.5248 10.3737 15.0305 -0.0007 -0.0016 0.0028
Si 1.8243 9.1933 14.6316 -0.0013 -0.0001 -0.0012
Si 4.1052 6.0874 21.1705 -0.0069 -0.0084 0.0109
Si 4.4108 13.3503 21.0502 0.017 0.0001 0.003
Si 1.8557 1.1668 19.5368 -0.0005 0.0018 -0.0061
Si 4.9993 7.8622 16.6054 0.0008 0.0025 0.002
Si 2.8241 1.1911 16.536 -0.0053 -0.002 0.0021
Si 8.0268 13.1145 18.0269 -0.0081 0.0002 0.0021
Si 7.4773 7.5655 18.29 -0.001 -0.0015 -0.0029
Si 11.4484 11.9085 9.6574 -0.0087 -0.0041 -0.0103
Si 5.9386 10.5565 20.9972 0.002 0.0006 0.0064
Si 10.7433 8.4899 16.0496 -0.0002 -0.0023 -0.0014
Si 5.5622 13.3067 15.9675 0.0047 0.0022 0.0005
Si 2.0894 7.3624 9.712 -0.0041 0.0012 -0.0054
Si 1.9546 4.0713 20.9488 0 0.0084 0.0101
Si 3.4104 4.5639 9.7377 0.0007 -0.0065 -0.0015
Si 0.2017 6.7644 20.9925 0.0051 -0.009 0.0116
Si 11.4034 6.589 11.4846 0.0017 -0.0044 0.0088
O 9.2533 0.6735 17.5574 0.0026 0.003 -0.0006
O 9.3756 0.6807 10.8986 -0.0027 -0.0056 -0.0058
O 1.0692 4.1845 16.5582 -0.0019 0.0008 -0.0009
O 2.6458 12.3667 12.7827 -0.0012 0.0022 -0.0032
O 6.2147 5.3746 12.8903 -0.0027 0.0015 -0.0053
O 1.0279 5.3917 20.6059 -0.0035 0.0052 0.0036
O 10.5334 5.0681 15.3215 0.002 -0.0026 0.0034
O 5.2048 11.7687 15.5236 0.0007 -0.0002 -0.0002
O 2.4708 3.2958 10.1498 0.0009 -0.0038 -0.0067
O 1.0242 2.6785 14.3708 -0.0009 0.0017 -0.0028
O 7.9252 0.3847 13.0521 0.0004 0.0027 0.009
O 5.6444 7.3015 11.1117 0.001 -0.0071 0.0021
O 3.2155 0.4341 20.0689 -0.0162 0.0074 -0.0146
O 3.483 4.6351 20.7416 0.0025 -0.0018 0.0026
O 1.8978 9.8083 13.1046 -0.0018 -0.0009 -0.004
O 4.2885 1.4737 10.1727 -0.0123 -0.0139 -0.026
O 4.083 8.5218 17.7977 0.0039 -0.0034 -0.011
O 5.055 11.8944 20.6749 0.0035 -0.0003 0.0011
O -0.0263 5.0728 10.8897 0.0006 0.0156 0.003
O 4.2665 6.6752 15.7496 -0.0026 -0.0026 -0.0032
O 9.6438 9.889 19.5374 -0.0026 -0.0011 -0.0079
O 7.3097 3.021 13.3602 -0.0002 -0.0031 -0.0037
O 5.674 5.8573 21.4472 -0.0011 0.005 -0.001
O 7.942 6.6501 9.7194 0.005 -0.0064 -0.0068
O 7.8812 4.344 11.1208 -0.0024 -0.0001 -0.0016
O 10.2962 2.9049 16.815 0.0031 -0.0016 0.0017
O 9.8504 9.6399 16.7776 0.0014 -0.001 0.0001
O 7.2579 7.2293 19.8653 0.0012 0.0101 -0.0132
O 11.0003 2.5871 10.1171 -0.001 -0.002 -0.0068
O 6.0059 0.9211 14.734 -0.0011 -0.0013 -0.0017
O 3.9354 6.5916 13.0251 -0.0089 -0.0006 0.0088
O 8.8532 6.831 17.8485 -0.0012 0.0004 0.0005
O 11.2411 6.402 13.0927 -0.005 -0.0002 0.0043
O 1.0932 7.4734 11.0019 -0.0053 -0.0003 0.0006
O 8.2984 9.255 10.2912 -0.0042 -0.0003 -0.0068
O 11.3156 7.5387 17.2747 -0.0012 0.0016 -0.0028
O 0.7137 11.0062 20.7012 0.002 0.0012 0.0024
O 6.7346 -0.0801 17.0778 -0.004 -0.0026 -0.0008
O 4.2411 0.4569 16.7358 -0.0018 0.0001 0.0015
O 0.343 9.3058 15.2945 -0.0005 0 0
O 2.8034 9.6684 19.8589 0.007 -0.0037 -0.0002
O 6.7691 0.8881 10.7575 0.0105 0.0161 0.0108
O 5.4159 9.4075 19.9626 -0.0067 -0.0092 -0.0078
O 7.8762 11.8484 11.1289 -0.0021 0.0038 -0.0056
O 0.4477 0.3432 13.1275 -0.0007 0.0023 -0.0037
O 8.0283 4.8652 20.8388 -0.0032 0.0094 -0.0016
O 10.0919 7.4058 10.9808 0.0064 -0.0051 0.0023
O 2.1138 7.5865 14.6027 0.0023 -0.0025 0.0002
O 10.0664 11.1236 9.9254 0.0012 0.008 -0.0107
O 11.257 13.4637 9.1788 -0.0047 -0.0085 0.0025
O 4.4544 4.9242 10.9403 0.0022 0.0074 0.0012
O 0.9591 8.215 20.9581 0.0017 0.0023 0.0027
O 2.6205 4.9178 14.5388 0.0008 0.0029 0.0013
O 10.9004 0.7843 15.3965 -0.0009 0.0005 -0.0011
O 9.9864 12.1645 20.8079 -0.0017 0 0
O 7.5886 9.1701 18.0641 0.0019 -0.0009 0.0041
O 2.4211 5.8038 9.4615 0.0045 0.0034 -0.0036
O 3.1416 2.7073 15.981 -0.0012 0.0061 -0.0032
O 10.6133 6.9201 19.8826 -0.0042 0.0004 -0.0101
O 8.5372 11.6035 17.8273 0.0024 -0.006 0.003
O 1.9173 0.4171 15.4081 -0.0024 0.0005 -0.0027
O 5.1812 12.3747 10.0003 -0.0055 -0.0047 -0.009
O 6.2656 7.097 17.3095 -0.0005 -0.0002 -0.0011
O 8.7594 5.4221 13.4639 0.0052 0.0033 -0.0013
O 7.6328 13.3542 19.5819 0.0051 -0.0093 -0.0119
O 4.4644 10.4604 13.3829 0.0014 -0.0011 -0.0024
O 8.4532 1.758 15.2877 0.005 0.002 0.0018
O 1.9649 1.2215 17.916 0.003 0.0005 -0.0126
O 3.3192 10.697 10.9503 -0.0073 -0.0017 0.0026
O 5.6248 1.0382 20.9525 -0.0001 -0.0036 -0.0003
O 10.7643 5.0675 18.0561 0.0021 -0.0064 -0.0068
O 3.8575 7.1988 20.0178 0.002 0.0071 -0.0006
O 9.8617 7.5819 14.9743 -0.0002 -0.002 -0.0024
O 5.4033 9.098 15.5843 0.0005 0.0004 -0.0023
O 0.6666 11.9503 11.068 0.008 0.0063 0.003
O 3.4621 8.1565 10.0012 0.0014 -0.0023 -0.0079
O 7.9828 2.246 20.6853 -0.0037 -0.0075 0.0017
O 9.65 4.715 9.181 -0.0077 0.0034 -0.0014
O 0.5671 0.2219 19.9449 0.0024 0.0047 -0.0003
O 1.6938 2.7286 20.0448 0.0007 -0.0092 0.0015
O 5.5201 9.7437 9.9053 -0.0001 0.0021 -0.0049
O 7.545 10.8404 20.8401 0.0057 0.0021 0.0023
O 1.8889 0.8963 11.0308 0.01 0.003 -0.0094
O 2.9538 10.06 15.4876 -0.0009 -0.0005 -0.0019

Results
free energy: -168222.940 eV
free energy less fixed offsets of O -568.88, Si -635.61 eV per atom: -1.420 eV

The program warned: the cutoff lies below the one the program advises for these potential files; the exchange-correlation potential is rough where the density is thin.
